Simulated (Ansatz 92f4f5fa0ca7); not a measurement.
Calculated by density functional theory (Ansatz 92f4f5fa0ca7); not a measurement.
Periodic cell of 224 atoms, Si128O64H32, with a vacuum gap, from a study of silicon, its oxide and their interface. The atomic structure is a simulated model.

Settings: functional r2SCAN; potential files Ansatz PAW; basis plane waves; wave-function cutoff 800 eV; density cutoff ratio 5; exchange-correlation grid ratio 1; k mesh 1 x 1 x 1, shifted by 0.5 0.5 0 of a step; self-consistency stop 1e-11 eV per atom in the density residual; occupations fixed; spin none; net charge 0; applied field sawtooth along c, amplitude +0.015 V/angstrom in the program's sign convention, ramp centred at 0.9878 of c and 0.0244 of c wide, no dipole correction.

Cell vectors (angstrom)
a	10.888	0	0
b	0	10.888	0
c	0	0	40.9797

Atoms: element, x, y, z (angstrom)
Si	0.495	-0.5881	26.0755
Si	4.1092	4.0398	27.3669
Si	-1.5763	4.0812	27.1715
Si	2.2343	8.6768	26.2195
Si	5.5433	3.0637	21.5312
Si	10.1806	5.65	25.7111
Si	8.3452	8.196	26.229
Si	12.3614	5.6475	21.4552
Si	1.3393	1.4036	27.0429
Si	5.49	5.1377	25.8369
Si	1.457	6.8422	27.3777
Si	4.0171	9.612	27.3363
Si	6.767	1.36	27.2122
Si	7.7819	2.9546	25.7978
Si	3.5601	4.5493	23.5471
Si	9.6416	9.5709	27.511
Si	-0.0472	2.7588	28.4383
Si	2.6351	0.1016	28.6316
Si	-0.0007	8.0788	28.7814
Si	2.7734	5.4413	28.683
Si	5.4543	2.6763	28.6912
Si	8.1646	0.0785	28.632
Si	5.3875	8.1808	28.5939
Si	8.0129	5.474	28.5684
Si	1.3175	4.0648	29.9078
Si	4.0418	1.3611	30.0202
Si	1.3598	9.5422	30.0142
Si	4.0952	6.8303	30.0262
Si	6.777	4.0919	30.0085
Si	9.5389	1.4372	29.939
Si	6.7983	9.5352	29.939
Si	9.4312	6.7483	30.0015
Si	-0.0299	0.0235	31.3237
Si	2.6752	2.7391	31.3345
Si	-0.0315	5.4065	31.3067
Si	2.7272	8.1898	31.3624
Si	5.4269	-0.0183	31.323
Si	8.1868	2.7544	31.3361
Si	5.4399	5.452	31.379
Si	8.136	8.1694	31.3382
Si	1.3461	1.3528	32.6988
Si	4.0538	4.0876	32.7043
Si	1.3408	6.7867	32.6562
Si	4.0991	9.5218	32.7126
Si	6.808	1.3602	32.6546
Si	9.5462	4.0715	32.7153
Si	6.8194	6.8011	32.7263
Si	9.5161	9.5278	32.6872
Si	0.0021	2.7088	34.0699
Si	2.7271	-0.004	34.047
Si	0.009	8.1459	34.0319
Si	2.7094	5.4616	34.0527
Si	5.4542	2.7125	34.0343
Si	8.139	-0.0091	34.0337
Si	5.4542	8.1637	34.0568
Si	8.1994	5.4285	34.0716
Si	1.3941	4.0592	6.9323
Si	4.1196	1.328	6.9253
Si	1.4032	9.4772	6.9145
Si	4.1004	6.8181	6.9269
Si	6.8184	4.0701	6.9382
Si	9.4936	1.3478	6.9111
Si	6.7987	9.5157	6.942
Si	9.5655	6.7829	6.9496
Si	-0.0152	-0.0521	8.1807
Si	2.8064	2.7181	8.2704
Si	0.0648	5.4191	8.3041
Si	2.815	8.1864	8.3327
Si	5.4272	-0.0519	8.3383
Si	8.1302	2.6703	8.3182
Si	5.4725	5.4738	8.2751
Si	8.1481	8.1275	8.269
Si	1.4059	1.263	9.4653
Si	4.1779	4.1081	9.6448
Si	1.5125	6.7636	9.6313
Si	4.1477	9.5057	9.8306
Si	6.7271	1.3146	9.7073
Si	9.5374	4.0489	9.6023
Si	6.7852	6.833	9.7004
Si	9.5069	9.5065	9.5497
Si	0.1116	2.6319	10.7904
Si	2.6744	0.0491	11.0399
Si	0.0674	8.1533	10.7766
Si	2.8743	5.4272	11.0876
Si	5.4389	2.7443	11.1195
Si	8.1324	-0.0893	10.9639
Si	4.3798	6.5425	12.6362
Si	8.1678	5.4139	10.9453
Si	1.6323	3.7594	12.176
Si	3.4268	1.9668	12.2316
Si	1.2507	9.5081	12.2804
Si	5.5413	8.1386	11.288
Si	7.0774	3.9416	12.4448
Si	9.6432	1.2488	12.1097
Si	6.4698	11.2744	15.1313
Si	9.1215	8.3039	13.6177
Si	0.3809	1.3836	18.1501
Si	4.4805	2.4568	14.9088
Si	-1.861	3.0356	13.4696
Si	3.0633	7.7268	14.1299
Si	7.1179	-1.4866	12.6456
Si	12.436	5.9923	16.3782
Si	5.7411	5.0437	13.988
Si	9.7689	6.6336	12.098
Si	5.1257	-10.655	25.9768
Si	-4.2458	-4.0463	27.1246
Si	21.2828	32.1673	13.4877
Si	-18.955	-5.6229	19.0311
Si	-2.8614	-9.1656	22.9727
Si	9.3644	11.9528	15.7657
Si	-8.2079	10.277	18.4553
Si	7.3471	18.5635	21.8411
Si	-32.8956	37.4926	13.4005
Si	1.0449	8.8662	23.6237
Si	-6.3941	31.1067	16.1642
Si	-14.865	14.0726	18.9641
Si	-0.8611	6.3571	22.9094
Si	7.4882	5.345	16.7005
Si	-19.1989	14.1974	17.0096
Si	-34.3084	12.4841	20.2233
Si	2.454	30.3237	21.0647
Si	-15.2654	18.903	17.8342
Si	-33.3496	6.0661	15.4616
Si	-5.7269	33.5852	19.592
Si	-3.9102	9.8255	23.9139
Si	7.536	31.6678	19.6951
Si	-18.7285	13.4728	25.8622
Si	26.7042	-3.7011	20.3606
O	-16.9918	1.7647	20.922
O	-15.6074	25.6471	20.2511
O	-5.5648	-11.0674	16.1178
O	-2.3571	17.6598	22.4627
O	18.382	20.148	18.1884
O	-6.3676	5.4554	24.5289
O	-4.8032	21.4366	20.0297
O	1.2949	21.8425	17.9913
O	4.5055	3.9246	22.394
O	-29.3625	-1.475	17.2409
O	-7.1038	33.1442	18.8956
O	-6.8649	8.1837	21.2666
O	-1.4538	7.0914	25.7419
O	9.5009	-3.3536	15.0754
O	-0.1049	16.4087	21.7505
O	5.6408	10.3743	24.6221
O	2.4325	17.8391	15.4098
O	2.222	-2.5914	24.6018
O	-17.7274	-4.9144	19.788
O	-19.4825	9.3418	19.6913
O	-23.6068	27.0122	16.2971
O	6.034	-9.0251	18.5878
O	-8.4829	5.3861	22.767
O	6.4371	21.3678	13.7163
O	-13.3912	2.7385	19.4618
O	8.6637	-10.7557	19.8413
O	12.8783	15.3407	16.0155
O	23.6447	-24.347	13.232
O	6.0229	12.8312	14.9757
O	22.6097	27.661	26.1705
O	-9.6006	13.4914	17.6412
O	4.5523	4.0179	14.4866
O	6.5677	-16.3038	15.354
O	1.6652	-14.6169	20.928
O	-12.595	1.8372	21.8327
O	-11.7324	5.2898	24.1373
O	-28.5704	1.3883	25.4511
O	-26.0469	30.377	22.9417
O	16.363	18.8501	19.0661
O	-14.74	14.9924	17.6425
O	6.6574	4.0776	25.3408
O	7.3416	-15.1104	17.6202
O	12.677	9.3827	22.2788
O	7.9778	20.1071	25.018
O	-7.4687	25.7883	18.2028
O	-21.8967	12.5258	19.6725
O	17.0847	6.7021	21.2391
O	12.7325	15.5883	20.1989
O	-22.7382	1.2816	17.2518
O	-8.8753	27.9781	17.9492
O	-11.2857	-10.7194	15.003
O	-24.72	0.2759	15.7763
O	-25.9304	67.883	22.4935
O	3.8975	30.7712	14.712
O	-1.814	-8.3968	15.0396
O	2.8135	36.0828	24.461
O	5.6022	8.2042	16.5138
O	-7.1703	12.4482	13.799
O	0.2961	10.088	24.4203
O	7.9102	8.6709	20.696
O	-0.0258	7.7068	23.2593
O	-14.0851	11.0309	23.115
O	-24.2188	24.0902	24.4318
O	-18.1865	2.3185	16.2473
H	-0.8302	1.8976	35.0023
H	0.8363	3.518	35.0023
H	3.567	0.7994	34.9794
H	1.9307	-0.8503	34.9794
H	-0.8031	7.3145	34.9643
H	0.8495	8.9485	34.9643
H	1.9144	4.6139	34.9852
H	3.5415	6.273	34.9852
H	6.278	3.5323	34.9668
H	4.6476	1.8757	34.9668
H	7.3242	-0.8378	34.9661
H	8.9601	0.8134	34.9661
H	6.2737	8.9877	34.9892
H	4.6299	7.3443	34.9892
H	9.0248	6.2468	35.0041
H	7.3709	4.6135	35.0041
H	0.56	3.2499	5.9999
H	2.1892	4.9069	5.9999
H	4.9262	2.1647	5.9929
H	3.2798	0.5246	5.9929
H	0.5627	8.6746	5.9821
H	2.1997	10.3235	5.9821
H	4.9247	7.6374	5.9945
H	3.2684	6.0067	5.9945
H	7.6469	4.8851	6.0058
H	5.9946	3.2503	6.0058
H	8.6725	0.5253	5.9787
H	10.3259	2.159	5.9787
H	7.6135	10.3444	6.0096
H	5.9792	8.6916	6.0096
H	8.7402	5.9647	6.0171
H	10.3777	7.6143	6.0171

Results
free energy: -118874.978 eV
free energy less fixed offsets of H -15.71, O -570.45, Si -639.56 eV per atom: 0.222 eV

Forces (eV/angstrom), in the order of the atoms: element, x, y, z
Si	0.002	-0.0049	-0.0006
Si	0.0011	-0.0037	0.0036
Si	0.0012	0.0017	0.0042
Si	0.0088	0.0041	0.007
Si	-0.0007	-0.0018	-0.0111
Si	0.0011	0.011	-0.0064
Si	0.0022	-0.0116	-0.0024
Si	-0.0005	-0.0009	-0.0076
Si	0.0016	-0.0004	0.0009
Si	0.0022	0.0001	0.0053
Si	-0.0006	0.0047	0.0044
Si	0.0004	0.0029	-0.0112
Si	-0.0012	0.0018	-0.0076
Si	-0.0029	-0.0057	0.0026
Si	0.0002	0.0023	-0.0067
Si	-0.0013	-0.005	-0.0002
Si	-0.0068	0.0068	-0.0126
Si	0.0075	-0.0093	-0.0137
Si	0.0043	-0.0029	-0.0114
Si	0.0007	0.0114	-0.0108
Si	0.0053	-0.0044	-0.0134
Si	-0.0031	-0.0021	-0.0147
Si	-0.0079	0.0047	-0.0113
Si	0.0023	0.0012	-0.0123
Si	0.008	-0.0055	0.0122
Si	-0.0089	0.002	0.0045
Si	0.0014	0.0088	0.0066
Si	0.009	-0.0035	0.0026
Si	-0.0026	0.004	0.0081
Si	0.0071	-0.0076	0.0106
Si	-0.0028	-0.0127	0.0052
Si	-0.0098	0.0053	0.0083
Si	0.0022	-0.0117	0.0223
Si	0.0152	-0.0106	0.0285
Si	-0.009	0.0108	0.0302
Si	0.0195	-0.0136	0.0153
Si	0.0062	-0.0099	0.0161
Si	-0.019	0.0175	0.026
Si	-0.0151	0.0159	0.0117
Si	-0.018	0.0191	0.0242
Si	0.01	0.0143	0.1753
Si	0.0205	0.0073	0.1599
Si	0.0388	0.0423	0.183
Si	-0.0099	0.0062	0.1784
Si	-0.0127	-0.0209	0.1816
Si	-0.0176	-0.0298	0.2036
Si	-0.0085	-0.0329	0.1599
Si	-0.0006	-0.0156	0.1623
Si	0.0243	-0.0617	0.3602
Si	0.0439	-0.046	0.312
Si	-0.0926	0.0898	0.1924
Si	-0.0099	-0.1338	0.2605
Si	-0.1072	0.0223	0.1732
Si	0.1023	0.0335	0.2754
Si	-0.0125	-0.0588	0.4748
Si	-0.0977	0.1316	0.3106
Si	0.0754	-0.0032	-0.3299
Si	-0.0256	-0.0024	-0.2432
Si	-0.0197	0.0722	-0.253
Si	0.1978	0.1003	-0.3065
Si	0.0191	0.0627	-0.1574
Si	-0.0096	-0.0776	-0.376
Si	-0.0451	-0.1208	-0.227
Si	-0.0378	-0.0358	-0.1986
Si	0.0162	0.0025	-0.1757
Si	-0.0137	0.0002	-0.1639
Si	-0.0174	0.0086	-0.1723
Si	0.013	0.0172	-0.1992
Si	0.0057	-0.0071	-0.1955
Si	-0.0071	0.0187	-0.1865
Si	0.0326	0.0184	-0.1711
Si	-0.0225	-0.0255	-0.1627
Si	-0.0027	0.0018	-0.0024
Si	0.0003	-0.0142	-0.0243
Si	-0.0149	-0.0086	-0.0232
Si	-0.0116	-0.0047	-0.0389
Si	0.0151	0.0054	-0.0213
Si	0.0158	-0.0071	-0.0193
Si	0.0071	-0.0033	-0.0164
Si	0.0096	0.0031	-0.0174
Si	0.0135	-0.0206	-0.0099
Si	-0.0269	0.0151	-0.005
Si	-0.0062	-0.0008	-0.0114
Si	0.0013	-0.0118	-0.0061
Si	-0.0073	0.013	-0.002
Si	0.0141	-0.0021	-0.0094
Si	-0.0059	0.0081	0.0142
Si	-0.0026	0.0044	-0.0052
Si	-0.007	0.0049	0.0217
Si	0.0025	0.0015	0.0038
Si	0.0016	0.002	0.0137
Si	0.0123	-0.011	-0.0082
Si	0.0003	-0.0014	0.0138
Si	-0.0008	-0.0033	0.0168
Si	0.0026	0.0031	-0.0061
Si	0.004	-0.014	-0.0058
Si	0.0003	0.0008	-0.0048
Si	0.002	-0.0013	-0.0112
Si	-0.0112	-0.0138	-0.0092
Si	-0.0084	0.0026	-0.014
Si	-0.0019	-0.0027	0.0149
Si	-0.0043	0.0027	-0.0123
Si	-0.0005	-0.0048	-0.0128
Si	-0.0063	0.0123	0.016
Si	-0.0026	-0.0062	0.0054
Si	0.0032	0.005	-0.0075
Si	0.0068	0.016	-0.0086
Si	-0.0012	-0.0011	-0.0109
Si	0.0015	0.0003	-0.0085
Si	-0.0031	0.0012	-0.0103
Si	-0.0008	0.0002	-0.0064
Si	-0.0009	-0.0019	-0.0052
Si	0.0181	0.0015	0.0015
Si	0.0018	-0.0033	-0.0074
Si	-0.0015	0.0049	-0.0019
Si	-0.0009	0.0028	-0.0107
Si	-0.0017	0.0022	-0.0077
Si	0.0023	0.0017	-0.0124
Si	0.0032	-0.0008	-0.0083
Si	0.0005	-0.0035	-0.0059
Si	0.0025	-0.0001	-0.0104
Si	-0.0001	-0.0012	-0.0114
Si	0.0018	0.0024	-0.0115
Si	-0.001	0.0031	-0.007
Si	-0.0005	-0.0016	-0.0023
Si	-0.0029	0.0022	-0.0071
Si	0.0054	-0.0012	0.0028
Si	0.001	-0.0012	-0.0065
O	0.002	0.0053	0
O	-0.0006	0.0003	0.0028
O	-0.0032	-0.0057	0.0105
O	0.0025	0.0012	0.0012
O	-0.0017	0.0007	0.0083
O	0.0055	0.0001	0.0082
O	-0.0009	0.0004	0.0065
O	0.0007	-0.001	0.0048
O	-0.0032	0.0018	0.0065
O	-0.0041	0.0007	0.0116
O	-0.001	-0.0006	0.0059
O	-0.0006	0.0005	0.0064
O	0.0008	-0.0042	0.0039
O	-0.0079	0.0017	0.0048
O	-0.0011	0.0008	0.0024
O	0.0044	-0.0001	0.0008
O	0.0034	0.0004	-0.0022
O	0.0006	-0.0028	0.0032
O	0.001	0.0003	-0.0005
O	-0.0002	-0.0009	0.003
O	-0.0041	-0.0018	0.0025
O	0.0005	0.0024	0.0037
O	0.0011	-0.0014	0.0072
O	-0.0044	0.0045	-0.0024
O	0	-0.0006	0.0007
O	-0.0023	0.0014	0.0029
O	0.0031	-0.003	0.0081
O	0.0151	-0.014	-0.003
O	-0.0008	-0.0026	0.0116
O	-0.0095	-0.0013	0.0035
O	-0.0023	-0.0021	0.0056
O	0.0028	0.0044	0.0056
O	0.0004	0.0032	0.0046
O	0.0001	-0.0002	0.0065
O	-0.0014	0.0036	0.0071
O	-0.0035	0.002	0.0112
O	-0.0036	0.0069	0.0014
O	0.0014	0.0031	0.0074
O	-0.0024	0.0009	0.0059
O	-0.002	-0.0006	0.007
O	-0.0011	0.0011	-0.0012
O	-0.0036	0.0035	0.0009
O	-0.0018	-0.0004	0.0099
O	-0.0011	-0.0021	0.0058
O	-0.002	0.002	0.0089
O	-0.003	-0.0005	0.0084
O	0.0014	0.0002	0.0093
O	-0.001	0.0012	0.0086
O	0.0019	0.0008	0.0111
O	0.0031	-0.0012	0.0081
O	0.0026	0.001	0.0069
O	-0.0001	-0.0011	-0.0008
O	0.0005	-0.0008	0.0077
O	0.0002	-0.0013	0.0002
O	-0.0009	-0.0005	0.0015
O	-0.0014	-0.0025	0.0102
O	0.0018	-0.0003	0.0032
O	0.0008	-0.0033	0.0047
O	-0.0028	0.0071	0.0128
O	-0.0011	0.0002	0.0022
O	0.002	0.0033	0.0049
O	0.0001	-0.0011	0.0056
O	-0.0012	0.003	0.0045
O	-0.0025	0.0018	0.0049
H	0.2912	0.2751	-0.2589
H	-0.2911	-0.2787	-0.2667
H	-0.3565	-0.2407	-0.2623
H	0.2455	0.321	-0.2558
H	0.2805	0.3553	-0.2805
H	-0.2779	-0.2712	-0.2869
H	0.2233	0.3452	-0.2655
H	-0.3472	-0.233	-0.3008
H	-0.2942	-0.2641	-0.303
H	0.3101	0.2927	-0.2682
H	0.298	0.3619	-0.2871
H	-0.2845	-0.2671	-0.2796
H	-0.3351	-0.3421	-0.2405
H	0.2943	0.3073	-0.2541
H	-0.3272	-0.3235	-0.2436
H	0.289	0.2759	-0.268
H	0.3138	0.2045	0.2841
H	-0.2726	-0.3134	0.238
H	-0.1233	-0.4622	0.2432
H	0.2592	0.3095	0.2685
H	0.5067	0.1086	0.228
H	-0.258	-0.3128	0.2477
H	-0.3121	-0.388	0.1905
H	0.2058	0.3126	0.295
H	-0.2132	-0.358	0.2519
H	0.2251	0.3629	0.2659
H	0.3057	0.3646	0.2071
H	-0.3523	-0.1502	0.2708
H	-0.3174	-0.2826	0.2976
H	0.2764	0.3843	0.2408
H	0.3723	0.1892	0.2609
H	-0.3542	-0.2607	0.2779

The program warned: the cutoff lies below the one the program advises for these potential files; the forces do not sum to zero within the program's tolerance; empty levels may hold ghost states of the PAW files; the exchange-correlation potential is rough where the density is thin.
